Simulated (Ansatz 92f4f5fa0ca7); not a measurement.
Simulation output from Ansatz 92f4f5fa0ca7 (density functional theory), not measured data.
Periodic cell of 223 atoms, Si132O90B1, from a study of silicon, its oxide and their interface. The atomic structure is a simulated model.
Doubt: the cutoff is far below the 930 eV that the study's wrapper takes by default for these files, so forces and energies are approximate.
This geometry differs little from another in the collection (a relaxation step or a small displacement).

Settings
functional: PBE
potential files: Ansatz PAW
basis: plane waves
wave-function cutoff: 580 eV
density cutoff ratio: 5
exchange-correlation grid ratio: 1
k mesh: 1 x 1 x 1, Gamma-centred
self-consistency stop: 5e-08 eV per atom in the density residual
occupations: fixed
spin: none
net charge: -1 e, with a uniform compensating background and no finite-size correction

Cell vectors (angstrom)
a, 10.938, 0, 0
b, 0, 10.938, 0
c, 0, 0, 32.1988

Atoms: element, x, y, z (angstrom)
Si, 10.5788, 0.2242, 24.8811
Si, 5.7354, 10.6792, 24.7551
Si, 2.4779, 2.9148, 24.6547
Si, 8.4217, 2.465, 24.8411
Si, 0.274, 5.1653, 24.7691
Si, 5.1494, 5.7499, 24.7051
Si, 2.9288, 8.0086, 24.61
Si, 7.9368, 8.4369, 24.7521
Si, 1.3255, 1.38, 26.0505
Si, 6.8397, 1.3116, 26.1366
Si, 4.0409, 4.1054, 26.0081
Si, 9.6043, 4.0603, 26.0998
Si, 1.3922, 6.8285, 26.0169
Si, 6.7649, 6.8519, 26.0426
Si, 4.0974, 9.5368, 26.0117
Si, 9.46, 9.571, 26.1736
Si, 2.7231, -0.0084, 27.3662
Si, 8.1506, -0.0159, 27.584
Si, 0.0052, 2.7154, 27.5035
Si, 5.4363, 2.744, 27.39
Si, 2.722, 5.468, 27.4524
Si, 8.1827, 5.4716, 27.375
Si, -0.0094, 8.1808, 27.4011
Si, 5.4364, 8.2014, 27.4655
Si, 4.0738, 1.3636, 28.767
Si, 9.5735, 1.3596, 28.8755
Si, 1.3588, 4.1068, 28.8388
Si, 6.8268, 4.1042, 28.7642
Si, 4.0955, 6.8217, 28.8294
Si, 9.5501, 6.8207, 28.7767
Si, 1.366, 9.5649, 28.7641
Si, 6.7739, 9.5451, 28.891
Si, 0.0152, -0.0246, 30.1895
Si, 5.4141, 0.0116, 30.1989
Si, 2.7309, 2.7245, 30.1772
Si, 8.1886, 2.7566, 30.1782
Si, -0.0285, 5.4628, 30.1777
Si, 5.4808, 5.4599, 30.1762
Si, 2.7253, 8.2104, 30.1654
Si, 8.2007, 8.1797, 30.1895
Si, 1.3698, 1.3572, 31.5618
Si, 6.8237, 1.3757, 31.527
Si, 4.1105, 4.0903, 31.5375
Si, 9.5556, 4.1045, 31.5748
Si, 1.3539, 6.8406, 31.5146
Si, 6.8421, 6.8189, 31.5695
Si, 4.0688, 9.5723, 31.5801
Si, 9.5756, 9.5522, 31.5506
Si, 2.7086, -0.0035, 0.7701
Si, 8.1942, 0.0078, 0.6905
Si, -0.0117, 2.7137, 0.7378
Si, 5.4783, 2.7337, 0.7154
Si, 2.7361, 5.4841, 0.6793
Si, 8.2122, 5.4782, 0.7672
Si, 0.0146, 8.1853, 0.7142
Si, 5.4838, 8.2139, 0.7347
Si, 4.1257, 1.3689, 2.0922
Si, 9.5692, 1.3102, 2.1067
Si, 1.3756, 4.124, 2.0515
Si, 6.8416, 4.0829, 2.1033
Si, 4.1028, 6.8325, 2.0765
Si, 9.5739, 6.8833, 2.1189
Si, 1.3241, 9.5576, 2.1253
Si, 6.8711, 9.5867, 2.1013
Si, -0.1731, -0.1822, 3.5283
Si, 5.5002, 0.0164, 3.4821
Si, 2.7473, 2.7608, 3.4011
Si, 8.183, 2.6762, 3.4648
Si, 0.0269, 5.4887, 3.4385
Si, 5.4891, 5.4824, 3.4437
Si, 2.752, 8.2025, 3.4609
Si, 8.3474, 8.3742, 3.5107
Si, 1.345, 1.3014, 4.6254
Si, 6.8832, 1.3048, 4.9295
Si, 4.1317, 4.0999, 4.8404
Si, 9.5809, 4.0786, 4.7456
Si, 1.3465, 6.8914, 4.8363
Si, 6.9047, 6.9276, 4.7113
Si, 4.1335, 9.5784, 4.8394
B, 9.5568, 9.5569, 4.7172
Si, 2.742, 0.0833, 6.0927
Si, 8.3646, -0.2028, 6.0692
Si, 0.0328, 2.6571, 6.0044
Si, 5.496, 2.7193, 6.3089
Si, 2.7726, 5.5332, 6.2186
Si, 8.2191, 5.4938, 6.0461
Si, -0.1867, 8.3932, 5.9046
Si, 5.5764, 8.2451, 6.1835
Si, 3.8265, 1.5823, 7.5999
Si, 9.8249, 1.105, 7.3734
Si, 1.6025, 3.7934, 7.2998
Si, 6.6681, 4.4444, 7.4657
Si, 4.4485, 6.6882, 7.5103
Si, 9.4154, 7.0491, 7.3269
Si, 1.0504, 9.8892, 7.2246
Si, 7.2218, 9.246, 7.6155
O, 8.2323, 7.996, 7.9452
O, 2.7246, 2.7661, 7.9454
O, 9.5135, 1.3477, 24.2756
O, 4.0452, 6.8645, 24.1334
O, 0.0523, 0.0663, 7.9573
O, 5.5281, 5.5287, 8.0153
O, 6.8484, 9.57, 24.2079
O, 1.3689, 4.059, 24.1738
O, 3.9773, 7.5647, 8.861
O, 0.6863, 4.2756, 8.5756
O, 10.0464, 6.4043, 8.7204
O, 1.82, 9.1237, 8.4413
O, 7.535, 3.9712, 8.8005
O, 4.2112, 0.9169, 9.0845
O, 6.7841, 9.6323, 9.175
O, 9.1139, 1.7993, 8.6979
O, 7.7113, 3.1512, 23.5252
O, 10.5003, 5.8383, 23.4502
O, 5.0948, 0.4307, 23.405
O, 5.8565, 5.0919, 23.3671
O, 3.1054, 2.2065, 23.283
O, 2.2902, 8.72, 23.2339
O, 8.6183, 7.7525, 23.4088
O, 0.2208, 10.3348, 23.5995
Si, 4.3927, 1.5701, 22.4823
Si, 3.4963, 7.9307, 14.001
Si, 7.118, 0.9712, 14.6377
Si, 0.935, 9.3549, 22.5376
Si, 1.1492, 4.305, 11.8693
Si, 6.2613, 8.9702, 15.2949
Si, 0.6863, 1.3565, 12.3005
Si, 8.6204, 4.9566, 20.5171
Si, 0.3838, 5.6562, 9.3567
Si, 5.0953, 3.1175, 17.925
Si, 0.8699, 3.7333, 16.7228
Si, 10.3937, 2.8448, 19.2166
Si, 5.2455, 1.1954, 10.3337
Si, 0.881, 0.1742, 19.8525
Si, 6.6653, 9.4822, 10.8024
Si, 9.3421, 9.6787, 18.3066
Si, 9.4111, 9.2487, 12.5356
Si, 6.5709, 3.8463, 22.6009
Si, 2.487, 8.0066, 9.3679
Si, 10.5958, 7.366, 17.0629
Si, 2.5119, 6.2876, 16.5478
Si, 10.1627, 4.4841, 14.1655
Si, 6.1369, 9.1875, 18.4963
Si, 7.9476, 2.5719, 9.5183
Si, 8.886, 2.1322, 12.4065
Si, 5.3406, 6.2445, 18.0464
Si, 3.924, 0.5609, 19.4724
Si, 4.2438, 3.8583, 12.0271
Si, 5.5582, 6.618, 12.0822
Si, 8.0073, 2.4997, 17.2064
Si, 4.3511, 2.4926, 14.9389
Si, 1.5446, 1.2018, 15.2522
Si, 1.5944, 9.4169, 12.0037
Si, 8.0577, 6.8557, 13.8323
Si, 10.3869, 9.8315, 15.4655
Si, 9.8053, 7.011, 22.57
Si, 8.1143, 5.4872, 17.4121
O, 6.0643, 7.9731, 11.2352
O, 6.0233, 9.2026, 16.879
O, 7.6927, 1.3581, 13.1717
O, 0.8741, 1.7355, 13.8773
O, 9.4439, 6.2405, 16.8826
O, 6.7831, 6.2122, 13.0736
O, 5.1381, 4.6579, 18.588
O, 9.2196, 2.1493, 18.266
O, 2.3668, 0.097, 19.0911
O, 9.4156, 10.231, 16.7462
O, 2.7574, 4.4736, 11.6981
O, 5.0664, 10.3262, 19.0928
O, 9.4161, 3.2504, 13.4403
O, 0.4482, 1.7645, 19.9498
O, 3.158, 1.3574, 15.0443
O, 8.1596, 5.3914, 19.0278
O, 3.8951, 6.5841, 17.3639
O, 4.5626, 3.2782, 16.3728
O, 9.0504, 5.6632, 14.31
O, 5.4531, 2.759, 22.1417
O, 10.6491, 4.1072, 15.6629
O, 0.3298, 3.861, 18.2606
O, 10.4268, 10.5129, 19.2059
O, 9.6589, 10.0233, 14.006
O, 10.8996, 8.1216, 22.0973
O, 1.2052, 2.1522, 16.5278
O, 9.7259, 3.7533, 20.4007
O, 8.1262, 4.0341, 16.6895
O, -0.0195, 9.1046, 11.8735
O, 6.5754, 2.4033, 17.9874
O, 5.5999, 10.7314, 11.1716
O, 7.7507, 9.5913, 18.824
O, 10.0422, 1.0077, 12.0508
O, 1.6704, 6.6222, 9.2915
O, 0.6199, 4.7723, 13.3511
O, 5.6958, 7.6261, 18.9627
O, 5.2189, 5.0942, 11.4957
O, 2.7257, 6.975, 15.0871
O, 0.9405, 2.7267, 11.4816
O, 0.8737, 10.6704, 15.5499
O, 2.4604, 8.6531, 10.8629
O, 4.6531, 2.4341, 11.2798
O, 4.2189, 3.534, 13.6675
O, 2.178, 4.683, 16.4583
O, 10.6979, 8.2414, 15.6809
O, 6.9185, 10.3053, 14.6608
O, 2.3393, 8.9365, 13.3976
O, 8.0307, 1.5305, 15.8882
O, 4.1567, 7.017, 12.8287
O, 4.1727, 2.0124, 18.72
O, 7.2891, 4.4166, 21.2668
O, 8.4288, 2.882, 11.047
O, 1.1908, 6.8741, 17.3386
O, 5.6613, 1.6116, 14.7212
O, 8.1454, 9.7526, 11.567
O, 9.2044, 6.2854, 21.2459
O, 8.9949, 7.7165, 12.8474
O, 1.6755, 0.1244, 11.8933
O, 6.6553, 6.159, 17.0539
O, 7.3837, 7.8037, 15.0012
O, 1.1974, 10.2959, 21.2329
O, 10.0349, 8.2003, 18.3392
O, 3.9598, 0.8547, 21.0835
O, 0.2105, 5.2374, 10.9168
O, 6.6292, 1.6388, 9.6087
O, 4.766, 8.7195, 14.676

Results
free energy: -135250.504 eV
free energy less fixed offsets of B -154.04, O -568.88, Si -635.61 eV per atom: 3.256 eV

Forces (eV/angstrom), in the order of the atoms: element, x, y, z
Si, 0.0038, -0.0028, 0.0476
Si, 0.0057, -0.001, 0.0326
Si, 0.0016, -0.0003, 0.039
Si, 0.0007, -0.0022, 0.0202
Si, 0.0051, -0.0006, 0.0268
Si, -0.0091, 0.0001, 0.0361
Si, -0.0016, -0.0068, 0.0491
Si, 0.0011, 0.0015, 0.0406
Si, -0.0004, 0.0033, -0.0184
Si, -0.0013, -0.0012, -0.0085
Si, -0.0051, 0.0067, -0.0113
Si, 0.0004, 0.0033, -0.0108
Si, 0.0048, -0.0003, -0.0069
Si, -0.0003, 0.0083, -0.0131
Si, 0.0025, -0.0041, -0.011
Si, -0.005, 0.0011, -0.0148
Si, -0.0015, -0.0015, -0.0188
Si, -0.0057, -0.0113, 0.037
Si, 0.0062, 0.0036, 0.0352
Si, 0.0006, -0.0023, -0.0161
Si, 0.0045, 0.004, 0.0067
Si, 0.0002, -0.0045, -0.0165
Si, -0.0006, -0.0011, -0.0169
Si, -0.0095, -0.0065, 0.0177
Si, 0.0078, -0.0015, 0.0127
Si, -0.0085, -0.0002, -0.0346
Si, -0.0072, -0.0137, -0.0279
Si, 0.0013, -0.0041, 0.0151
Si, -0.0031, 0.0046, -0.0238
Si, 0.0038, 0.0042, 0.0125
Si, -0.0053, -0.0008, 0.0169
Si, 0.0235, 0.0145, -0.0404
Si, 0.0058, -0.0028, 0.0032
Si, -0.0109, 0.0007, 0.0066
Si, -0.0075, 0.0041, 0.0023
Si, 0.0028, -0.0012, 0.0013
Si, 0.0002, 0.0006, 0.0067
Si, 0.0015, 0.0022, 0.0006
Si, 0.0036, -0.0006, 0
Si, -0.0015, -0.0023, 0.0035
Si, 0.0086, -0.0073, 0.0048
Si, 0.0011, 0.0064, -0.004
Si, 0.0046, -0.0031, -0.0001
Si, -0.0083, 0.0027, 0.0029
Si, -0.0107, 0.0086, -0.0025
Si, 0.0013, -0.0064, 0.0053
Si, -0.0042, 0.002, 0.0036
Si, 0.0042, -0.0037, 0.0003
Si, -0.0002, -0.0105, 0.0014
Si, -0.0026, 0.0007, -0.0011
Si, -0.0074, 0.0001, 0.0039
Si, -0.0047, -0.0014, 0.0062
Si, -0.0017, -0.0023, -0.0041
Si, 0.0214, -0.0028, 0.0013
Si, 0.0057, -0.0052, 0.0019
Si, 0.0018, 0.0187, 0.0044
Si, 0.0081, 0.0006, -0.0115
Si, -0.0024, 0.0083, -0.0131
Si, 0.0041, 0.0022, -0.014
Si, -0.0065, -0.0052, -0.0094
Si, 0.0091, -0.0126, -0.0039
Si, -0.0195, -0.013, -0.0326
Si, 0.013, 0.0069, -0.0184
Si, -0.0054, -0.0215, -0.0131
Si, 0.0642, -0.0103, -0.003
Si, -0.018, -0.0031, -0.0227
Si, -0.0081, -0.0289, 0.0334
Si, 0.0243, 0.0227, -0.0284
Si, -0.0196, -0.0042, -0.0176
Si, 0.0095, 0.0085, 0.0181
Si, -0.0349, 0.0262, -0.0197
Si, 0.1164, 0.0896, 0.0749
Si, 0.0059, 0.011, -0.0468
Si, -0.0459, 0.0123, 0.0373
Si, -0.0299, 0.0278, 0.0237
Si, 0.0014, -0.0149, 0.0179
Si, 0.0157, -0.0024, 0.0543
Si, -0.0049, 0.0064, -0.0562
Si, 0.0233, -0.0065, 0.0343
B, -0.4487, 0.151, -0.019
Si, 0.0157, 0.0096, 0.012
Si, 0.2123, -0.1639, -0.0471
Si, 0.0204, 0.0251, 0.0583
Si, 0.0279, -0.0081, -0.0274
Si, 0.0259, -0.0123, 0.0213
Si, 0.0129, -0.0201, 0.0158
Si, 0.1394, -0.0858, 0.0709
Si, -0.0366, 0.0025, 0.0732
Si, -0.0322, -0.0152, -0.0454
Si, -0.0246, 0.0236, -0.0907
Si, -0.0064, 0.0126, -0.0889
Si, -0.0038, 0.0314, -0.0116
Si, -0.0139, 0.0058, -0.107
Si, 0.0778, -0.1336, -0.0403
Si, 0.0042, -0.0008, -0.0846
Si, -0.1243, 0.0486, -0.1491
O, 0.0164, 0.0624, 0.0341
O, -0.0012, -0.026, 0.0338
O, -0.0001, 0.0035, -0.0045
O, 0.0058, -0.0024, -0.0215
O, -0.0505, 0.0088, 0.0049
O, 0.0165, -0.008, 0.0255
O, -0.0008, 0.0002, -0.0138
O, -0.0052, 0.001, -0.0089
O, 0.0068, 0.007, 0.0331
O, -0.0017, 0.0011, 0.0213
O, -0.0422, 0.0112, 0.0495
O, 0.0083, 0.0413, 0.0363
O, 0.0045, -0.0083, 0.0151
O, 0.0133, 0.0007, 0.0306
O, 0.0068, 0.0075, 0.0893
O, -0.0152, 0.0224, 0.0584
O, -0.0096, 0.008, -0.0178
O, -0.0081, 0.0095, -0.0175
O, -0.009, 0.0098, -0.0198
O, 0.0105, -0.0118, -0.0164
O, 0.0117, -0.0096, -0.0223
O, -0.0142, 0.0134, -0.0229
O, 0.0126, -0.0104, -0.0234
O, 0.0005, -0.0029, -0.0271
Si, -0.0036, 0.0006, 0.0214
Si, 0, -0.0004, -0.0108
Si, 0.0033, 0.0006, -0.0088
Si, 0.0081, -0.0103, 0.0155
Si, -0.0085, 0.0097, -0.0169
Si, -0.0012, 0.0008, -0.0038
Si, -0.0005, -0.0018, -0.0098
Si, -0.0025, 0.0042, 0.0155
Si, 0.0362, -0.0233, -0.0146
Si, -0.0011, -0.0016, 0.0034
Si, -0.0026, 0.0001, -0.0009
Si, -0.0008, 0.001, 0.0111
Si, -0.002, -0.0053, -0.0156
Si, 0.0051, -0.0051, 0.0123
Si, 0.0021, 0.0047, -0.0408
Si, 0.0018, 0.0025, 0.0055
Si, -0.0012, 0.0025, -0.0116
Si, -0.003, 0.001, 0.0158
Si, 0.0457, -0.0649, 0.0142
Si, -0.0005, 0.0008, 0.0008
Si, -0.0007, 0.002, -0.0034
Si, 0.0004, -0.0025, -0.0155
Si, -0.0023, 0.0034, 0.0039
Si, 0.0174, -0.0043, -0.0243
Si, -0.0011, 0.0049, -0.0175
Si, 0.0017, -0.0013, 0.0028
Si, -0.0025, 0.0008, 0.0165
Si, 0, -0.0025, -0.0125
Si, -0.002, 0.0039, -0.0109
Si, 0.0006, 0.0004, 0.0009
Si, -0.0008, 0.0027, -0.0068
Si, 0.0003, 0.0009, -0.0073
Si, 0.0054, -0.0045, -0.0112
Si, -0.0012, -0.0001, -0.0092
Si, -0.0018, -0.0001, -0.005
Si, -0.0025, 0.002, 0.0176
Si, 0.0002, -0.0017, 0.0063
O, -0.0024, -0.0041, 0.0063
O, 0.0001, -0.0001, -0.0004
O, -0.0013, -0.0013, 0.0081
O, -0.0002, -0.0003, 0.0098
O, 0.0012, 0.0012, -0.0013
O, 0.001, -0.0003, 0.0049
O, -0.0001, 0.0012, -0.0015
O, -0.002, -0.0006, -0.0037
O, -0.0001, 0.0004, -0.0061
O, 0, -0.0003, -0.0014
O, 0.0003, -0.0007, 0.0034
O, 0.0038, -0.0032, -0.0037
O, 0.0013, 0.0016, 0.0071
O, -0.0023, 0.0025, -0.0023
O, -0.0021, -0.0007, 0.0033
O, -0.0016, 0.001, -0.0093
O, -0.0002, -0.0002, -0.0003
O, -0.0003, 0.001, 0
O, -0.0025, 0.0022, 0.0039
O, 0.0012, -0.0004, -0.004
O, 0.0014, -0.0001, 0.006
O, 0.0026, 0.0017, -0.0045
O, -0.0045, -0.0013, -0.0055
O, 0.0006, 0.0004, 0.0035
O, 0.0005, 0.0013, -0.004
O, -0.0002, 0.0004, 0.0013
O, 0.003, -0.0038, -0.0057
O, -0.0001, 0.0009, -0.0016
O, -0.0077, 0.0016, 0.0026
O, -0.0001, 0.0004, -0.0005
O, -0.001, -0.0004, 0.0068
O, 0.0001, -0.0002, -0.001
O, 0.0018, -0.0013, 0.0042
O, 0.0009, -0.0169, 0.0012
O, -0.0003, -0.0002, 0.0053
O, -0.0001, -0.0001, -0.0011
O, 0.0004, 0.0007, 0.0046
O, 0, -0.002, 0.0051
O, -0.001, -0.0024, 0.0048
O, 0.0007, 0.0002, 0.0031
O, 0.0033, 0.0164, 0.0433
O, -0.0012, 0.008, 0.0085
O, 0.0002, -0.0001, 0.0053
O, 0.0005, -0.0008, 0.0008
O, -0.0002, 0.0001, 0.0015
O, 0.0003, -0.001, 0.0037
O, 0.0024, -0.001, 0.0091
O, -0.0001, -0.0004, 0.0019
O, -0.0007, 0.0015, 0.004
O, 0.0019, 0.0041, -0.0053
O, 0.0055, 0.0022, -0.0088
O, 0.0017, -0.0009, 0.013
O, 0, -0.0003, 0.0008
O, 0.0003, 0.0008, 0.0032
O, 0.0057, -0.0006, 0.0079
O, -0.0032, -0.0053, -0.0093
O, -0.0004, -0.0019, 0.0049
O, -0.0015, 0.0028, 0.0017
O, -0.0003, 0.0003, -0.0012
O, 0, 0.0001, 0.0043
O, 0.0008, 0.0091, -0.0179
O, 0.0005, -0.0005, -0.0022
O, -0.0019, -0.0044, -0.0167
O, 0.0027, -0.0146, 0.0291
O, -0.0096, 0.0001, 0.009
O, 0.0012, 0.0007, 0.0038

The program warned: the cutoff lies below the one the program advises for these potential files; the forces do not sum to zero within the program's tolerance; the exchange-correlation potential is rough where the density is thin.
